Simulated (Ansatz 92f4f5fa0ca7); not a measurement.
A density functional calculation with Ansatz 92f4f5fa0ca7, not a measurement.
Periodic cell of 216 atoms, Si133O81H1N1, from a study of silicon, its oxide and their interface. The atomic structure is a simulated model.
Doubt: the cutoff is far below the 930 eV that the study's wrapper takes by default for these files, so forces and energies are approximate.

Settings: functional PBE; potential files Ansatz PAW; basis plane waves; wave-function cutoff 580 eV; density cutoff ratio 5; exchange-correlation grid ratio 1; k mesh 1 x 1 x 1, Gamma-centred; self-consistency stop 5e-08 eV per atom in the density residual; occupations fixed; spin none; net charge 0.

Cell vectors (angstrom)
a  10.938  0  0
b  0  10.938  0
c  0  0  31.5698

Atoms: element, x, y, z (angstrom)
Si  0.4309  -0.5521  24.2366
Si  4.7025  0.5237  24.0458
Si  3.1637  2.3676  24.0669
Si  7.6735  3.2102  24.1364
Si  -0.7638  6.2546  24.2839
Si  5.9666  4.9417  24.3303
Si  1.9858  8.5825  24.1234
Si  8.6144  8.0791  24.1473
Si  1.365  1.3788  25.2965
Si  6.6945  1.3588  25.2663
Si  4.1149  4.0178  25.4956
Si  9.4272  4.2234  25.3585
Si  1.2145  6.8775  25.5217
Si  6.8419  6.9343  25.3294
Si  3.9018  9.5858  25.2724
Si  9.5987  9.5887  25.5981
Si  2.6819  0.0261  26.7848
Si  8.1314  0.0673  26.7339
Si  -0.0367  2.7865  26.679
Si  5.4784  2.6827  26.8318
Si  2.7055  5.4688  26.7405
Si  8.1445  5.5538  26.8182
Si  -0.0217  8.2232  26.9285
Si  5.3925  8.2581  26.6811
Si  4.1018  1.3673  28.1516
Si  9.5708  1.3673  28.1516
Si  1.3673  4.1018  28.1516
Si  6.8362  4.1018  28.1516
Si  4.1018  6.8362  28.1516
Si  9.5708  6.8362  28.1516
Si  1.3673  9.5708  28.1516
Si  6.8362  9.5708  28.1516
Si  0  0  29.5188
Si  5.469  0  29.5188
Si  2.7345  2.7345  29.5188
Si  8.2035  2.7345  29.5188
Si  0  5.469  29.5188
Si  5.469  5.469  29.5188
Si  2.7345  8.2035  29.5188
Si  8.2035  8.2035  29.5188
Si  1.3673  1.3673  30.8861
Si  6.8362  1.3673  30.8861
Si  4.1018  4.1018  30.8861
Si  9.5708  4.1018  30.8861
Si  1.3673  6.8362  30.8861
Si  6.8362  6.8362  30.8861
Si  4.1018  9.5708  30.8861
Si  9.5708  9.5708  30.8861
Si  2.7345  0  0.6835
Si  8.2035  0  0.6835
Si  0  2.7345  0.6835
Si  5.469  2.7345  0.6835
Si  2.7345  5.469  0.6835
Si  8.2035  5.469  0.6835
Si  0  8.2035  0.6835
Si  5.469  8.2035  0.6835
Si  4.1018  1.3673  2.0507
Si  9.5708  1.3673  2.0507
Si  1.3673  4.1018  2.0507
Si  6.8362  4.1018  2.0507
Si  4.1018  6.8362  2.0507
Si  9.5708  6.8362  2.0507
Si  1.3673  9.5708  2.0507
Si  6.8362  9.5708  2.0507
Si  0  0  3.418
Si  5.469  0  3.418
Si  2.7345  2.7345  3.418
Si  8.2035  2.7345  3.418
Si  0  5.469  3.418
Si  5.469  5.469  3.418
Si  2.7345  8.2035  3.418
Si  8.2035  8.2035  3.418
Si  1.4285  1.3079  4.716
Si  6.8727  1.3134  4.8272
Si  4.2314  4.0103  4.6849
Si  9.6178  4.0942  4.7974
Si  1.3915  6.8443  4.9252
Si  6.8215  6.8564  4.7001
Si  4.0854  9.5577  4.9152
Si  9.6767  9.4419  4.7542
Si  2.6268  -0.0014  6.3036
Si  8.2991  -0.1393  6.0444
Si  0.1558  2.7321  6.0552
Si  5.5468  2.7209  6.212
Si  2.9626  5.388  6.0279
Si  8.1785  5.5121  6.0199
Si  -0.0165  8.2267  6.4737
Si  5.5782  8.1585  6.2065
Si  3.675  1.8143  7.3707
Si  10.0258  0.963  7.1404
Si  2.0767  3.5812  7.2244
Si  6.6611  4.4971  7.4739
Si  4.7613  6.251  7.3626
Si  8.9014  7.2428  7.4497
Si  0.7132  10.2283  7.6776
Si  7.4454  9.0598  7.4109
N  7.76  4.0235  8.9599
O  7.4007  9.3336  9.0678
O  8.4774  6.7182  9.0386
O  0.8323  10.1885  9.3901
O  4.0864  1.3424  8.9307
O  1.9274  4.3918  8.6665
O  9.2216  1.6979  8.3742
O  4.1093  6.8458  8.7762
O  8.5467  9.0638  22.7192
O  8.2853  2.7957  22.617
O  5.0865  5.2763  22.9731
O  8.0908  2.8844  19.9307
O  10.7718  10.586  22.6888
O  -0.3974  6.1799  22.6698
O  1.8352  7.8414  22.5826
O  4.6706  -0.0757  22.4696
Si  8.806  5.2347  9.6602
Si  0.3649  10.3252  10.9492
Si  4.3678  7.0818  10.3524
Si  1.9072  9.9814  16.2165
Si  -4.6937  6.4457  14.9873
Si  1.9154  3.1612  18.4222
Si  14.2265  6.549  14.2742
Si  5.4472  0.1328  21.0604
Si  3.8241  -0.0752  13.9443
Si  5.3418  0.9717  9.8892
Si  8.0954  2.358  9.3248
Si  0.3779  12.6537  16.3268
Si  0.9515  6.6328  21.8702
Si  4.6808  1.6933  18.5461
Si  7.9918  1.9119  21.2825
Si  2.7477  8.7835  12.2821
Si  6.87  3.8823  19.4401
Si  6.1956  -4.6171  17.8976
Si  4.283  2.4628  12.3729
Si  10.3759  2.2605  11.3006
Si  5.1621  5.4524  21.3821
Si  -1.7996  -3.9776  14.1813
Si  2.7482  8.714  18.6035
Si  -4.5146  3.5581  14.2578
Si  2.9237  4.9109  11.8099
Si  11.7594  4.4775  9.8297
Si  5.4489  -2.6867  20.1149
Si  10.3765  8.3587  16.5301
Si  2.5594  3.9691  21.295
Si  -1.8325  4.3924  12.7358
Si  8.9661  10.9567  15.3409
Si  10.9624  8.4128  19.5675
Si  6.5344  9.2093  10.4463
Si  -1.4454  10.0866  21.7988
Si  -4.8752  0.8145  15.8444
Si  8.8612  9.559  12.5093
Si  3.0744  5.9293  17.394
O  0.2366  0.8913  11.5898
O  2.8986  5.2236  13.4094
O  8.8093  2.1569  10.8118
O  6.1578  4.839  15.2075
O  3.9532  4.5971  20.7002
O  2.7742  2.896  22.5038
O  -9.9012  0.2866  16.7532
O  4.222  5.6645  11.1495
O  5.2376  1.7284  11.3133
O  2.4415  18.1025  18.2241
O  10.2771  3.2315  12.628
O  5.1526  7.0727  21.1951
O  4.5284  0.6691  19.8151
O  3.1859  8.0418  10.9108
O  -4.5821  2.2793  15.2239
O  2.5364  -0.5398  14.7977
O  1.7427  3.2863  20.0508
O  8.666  5.0534  11.2969
O  5.3419  0.9132  17.2847
O  11.3892  7.0671  20.3788
O  -1.1402  1.3696  15.7691
O  6.5274  7.0407  16.4749
O  1.3739  -1.3778  11.9567
O  6.4695  1.3535  21.3643
O  -3.7795  5.0268  18.2749
O  -2.0298  -0.2161  13.6954
O  -1.1372  9.7515  11.1876
O  9.9282  -1.6575  20.4506
O  10.4106  5.1923  9.2925
O  12.4433  5.2875  11.0857
O  -5.5801  10.3219  10.2213
O  5.8335  7.7382  10.6193
O  0.5465  2.5882  17.7238
O  2.2406  4.6077  17.7614
O  1.8091  5.2717  21.8701
O  0.9862  8.6359  16.0852
O  -4.79  -1.3214  20.6855
O  7.3741  9.4536  11.8401
O  3.1231  3.307  11.6114
O  15.8211  6.9567  14.2548
O  6.5079  4.7791  20.7658
O  -9.7436  13.4366  15.1572
O  -1.1617  16.5083  13.6303
O  -3.4258  -4.0795  14.0828
O  -1.3821  -1.2631  16.1137
O  10.2735  8.0408  18.1276
O  9.473  8.2216  13.225
O  3.558  12.3568  13.3731
O  -3.0954  3.7046  13.4895
O  5.6382  2.9594  18.9112
O  4.0118  -2.1587  19.5882
O  6.7376  1.4725  9.2117
O  -3.4538  0.0883  15.9778
O  6.3714  7.5531  18.9629
O  12.3308  9.2943  19.3066
O  2.8902  6.2518  15.81
O  2.4846  7.7628  13.5373
O  8.8769  0.5536  21.2257
O  -7.8422  9.6136  17.2821
O  3.9476  9.8085  12.7118
O  4.6473  5.785  17.8279
O  5.2242  3.5073  13.1757
O  3.1894  2.1765  18.1164
O  11.326  2.9648  10.1987
O  5.1691  -0.0943  14.8383
O  -1.1918  7.1127  15.6867
H  -10.2236  13.7214  14.3586

Results
free energy: -131014.927 eV
free energy less fixed offsets of H -15.97, N -385.13, O -568.88, Si -635.61 eV per atom: 1.583 eV

Forces (eV/angstrom), in the order of the atoms: element, x, y, z
Si  -0.4082  0.393  -0.0991
Si  0.3261  -0.5256  -0.1074
Si  -0.4327  0.44  -0.3543
Si  0.4736  -0.1991  -0.2761
Si  0.3994  -0.5468  0.0771
Si  -0.4373  0.2653  0.1558
Si  0.2797  -0.5599  -0.2089
Si  -0.1264  0.6741  -0.0405
Si  -0.0183  -0.0108  0.0806
Si  -0.1643  0.0119  -0.029
Si  0.199  0.1354  0.0732
Si  0.1252  0.019  0.0075
Si  -0.1494  -0.1438  -0.1164
Si  -0.0183  -0.1187  -0.1013
Si  0.022  -0.0084  0.0511
Si  0.1158  0.1366  0.0661
Si  -0.0813  0.0112  -0.0691
Si  0.0055  -0.0152  0.0505
Si  -0.0498  -0.0275  -0.0439
Si  -0.0496  -0.029  0.091
Si  0.0454  0.0304  0.1463
Si  0.0156  0.0823  -0.0823
Si  -0.0543  0.0396  0.1498
Si  0.0042  0.0474  -0.0501
Si  -0.0647  -0.391  0.3151
Si  -0.152  0.3679  -0.6143
Si  -0.1869  -0.051  -0.4551
Si  -0.1099  0.0854  0.153
Si  -0.0967  0.0738  -0.5777
Si  -0.2544  -0.1713  0.8208
Si  0.1498  0.384  0.6786
Si  -0.3521  0.1205  -0.592
Si  0.0784  -0.0743  0.0061
Si  -0.1182  -0.0907  0.0501
Si  -0.0032  -0.076  -0.0393
Si  0.1647  0.0791  0.0139
Si  -0.0835  -0.0585  0.0225
Si  -0.0057  -0.092  -0.0231
Si  0.0651  0.0715  0.0345
Si  0.0399  -0.1355  0.0023
Si  -0.0464  0.061  0.0063
Si  -0.0254  0.0278  -0.0529
Si  -0.0325  0.0573  0.0051
Si  0.0003  0.0269  -0.0107
Si  -0.0246  -0.02  -0.0494
Si  -0.0305  0.0618  0.0171
Si  0.0526  -0.0172  0.0007
Si  -0.0686  0.0643  -0.0015
Si  0.0698  -0.0911  -0.025
Si  -0.0153  0.0448  0.0069
Si  -0.0066  -0.0122  0.0345
Si  0.068  -0.0735  0.0142
Si  -0.0143  0.0381  0.0115
Si  0.1335  -0.129  -0.0242
Si  0.048  -0.0663  0.0058
Si  -0.0546  -0.0153  0.042
Si  -0.1116  0.065  -0.0861
Si  -0.0681  -0.0447  0.0276
Si  0.0717  0.0744  0.0551
Si  0.0264  0.2161  -0.0688
Si  -0.0196  -0.135  0.0261
Si  -0.1212  0.0557  -0.0684
Si  -0.029  0.1088  -0.0439
Si  0.0814  0.0226  0.0335
Si  0.1001  -0.3711  -0.3257
Si  -0.2961  -0.0986  0.6274
Si  0.4099  -0.3289  -0.5411
Si  0.0957  -0.1157  0.3569
Si  0.2574  0.3603  0.4928
Si  0.2017  -0.0036  -0.8745
Si  -0.083  0.0485  0.7855
Si  0.3377  -0.1678  -0.5546
Si  -0.0234  0.0431  0.0266
Si  0.0573  0.0462  -0.0248
Si  0.0596  -0.0299  0.0088
Si  -0.0828  -0.0351  -0.0549
Si  0.0348  0.041  -0.0235
Si  0.0329  0.054  -0.1194
Si  -0.0195  -0.0543  -0.0556
Si  -0.015  -0.0297  0.1016
Si  0.078  -0.09  -0.1707
Si  -0.0961  0.0287  -0.0475
Si  0.103  -0.0051  0.162
Si  0.0624  0.1682  0.1568
Si  0.008  0.0333  0.0397
Si  0.1546  -0.0178  0.0844
Si  -0.0432  -0.2012  -0.1065
Si  -0.0578  0.0703  0.0798
Si  0.4443  -0.3941  0.2176
Si  -0.4177  0.4332  -0.0134
Si  -0.3241  0.5087  -0.2138
Si  0.2041  -0.3403  0.4055
Si  -0.164  0.1457  0.1732
Si  0.2945  -0.4084  0.1381
Si  0.283  -0.2214  0.5011
Si  -0.3534  0.364  0.2286
N  -0.5092  0.2385  -0.8596
O  0.0821  -0.0196  -0.2015
O  0.0144  0.0207  -0.3422
O  -0.0217  0.0546  -0.6735
O  -0.1405  0.1098  -0.2073
O  0.0332  -0.1054  0.1227
O  0.0146  0.0351  0.1659
O  0.0774  -0.1616  -0.1868
O  -0.0079  -0.3302  0.1778
O  -0.0988  0.2157  0.3435
O  0.1129  -0.1457  0.0092
O  0.1232  -0.1761  0.2066
O  0.1771  -0.1189  0.0683
O  -0.0626  0.2177  -0.0888
O  -0.0618  0.2407  0.203
O  -0.1917  0.1316  0.3646
Si  -0.0515  0.1626  0.4165
Si  -0.103  -0.0145  0.3703
Si  -0.0076  -0.0875  0.2151
Si  0.1069  -0.0832  0.0763
Si  0.0092  -0.0166  0.0653
Si  0.1254  -0.0815  -0.0607
Si  0.0518  -0.01  0.0701
Si  0.0622  -0.0292  -0.3629
Si  0.0378  0.0724  0.0313
Si  0.0095  0.1631  0.2591
Si  0.1774  -0.2297  0.3814
Si  0.0222  -0.0543  0.0731
Si  -0.1023  0.128  -0.0712
Si  -0.0119  0.0612  -0.0615
Si  -0.1451  0.0414  -0.3088
Si  0.0529  -0.0494  0.2284
Si  -0.1274  0.1487  -0.1313
Si  -0.0287  0.0039  0.0119
Si  -0.1203  0.116  0.2224
Si  0.0494  0.0913  0.2392
Si  0.1686  0.0435  -0.2654
Si  -0.0027  -0.0129  0.0618
Si  0.0155  0.0808  0.008
Si  -0.0637  0.0457  -0.0273
Si  0.2136  -0.0518  0.196
Si  0.0956  0.0474  0.3036
Si  -0.0187  -0.0277  -0.3683
Si  0.0048  -0.0835  -0.0076
Si  0.0004  0.0719  -0.2153
Si  -0.0473  -0.0264  0.1007
Si  -0.0292  -0.1063  0.0158
Si  0.2166  0.1699  -0.2696
Si  0.0138  -0.2107  0.1763
Si  0.1506  -0.1637  -0.1167
Si  -0.0904  0.0637  -0.0238
Si  0.1902  -0.1131  0.2447
Si  0.171  0.0713  -0.0982
O  0.0391  -0.0154  -0.1142
O  -0.0467  -0.0094  -0.1219
O  -0.2004  0.046  -0.2137
O  0.0322  -0.0289  0.0114
O  -0.075  -0.0395  0.0315
O  0.1822  -0.2935  0.3872
O  -0.0448  0.0465  -0.0156
O  0.0177  0.0238  -0.1098
O  0.0948  -0.1572  -0.2362
O  -0.054  -0.0208  0.0722
O  0.0286  -0.0472  -0.1682
O  -0.0771  -0.0208  0.1393
O  0.0379  -0.0457  0.1405
O  -0.0705  0.0725  -0.0927
O  0.0278  0.0023  -0.0138
O  -0.0391  0.0043  -0.0377
O  -0.002  0.0259  0.1176
O  0.0978  0.105  -0.3278
O  0.0043  -0.0438  0.0729
O  0.1319  -0.2277  0.2404
O  0.0493  0.0887  0.0159
O  0.0012  0.0027  0.0533
O  -0.0211  0.0441  -0.1266
O  -0.0353  0.0223  0.099
O  -0.0087  -0.0206  0.0837
O  -0.0012  0.0364  -0.0984
O  -0.0392  0.0249  -0.126
O  -0.1753  0.1557  0.292
O  -0.007  -0.0551  -0.1041
O  -0.1865  -0.0067  -0.182
O  -0.0263  0.0216  -0.0737
O  0.0543  0.05  -0.113
O  -0.0596  -0.0116  -0.04
O  -0.0522  -0.0266  0.0558
O  -0.0347  0.0329  0.0959
O  -0.0309  0.0498  -0.028
O  0.0382  0.1552  0.1519
O  -0.1534  0.0532  -0.2192
O  -0.0407  0.0213  -0.0043
O  0.0062  0.0154  -0.0153
O  0.0238  0.0009  0.0942
O  -0.0458  0.0833  -0.0759
O  -0.0197  -0.0223  -0.0355
O  -0.005  0.0392  -0.0571
O  -0.0207  0.0789  0.0079
O  -0.0219  -0.0357  0.1025
O  -0.0088  0.0682  -0.1333
O  0.0139  -0.0195  -0.0297
O  0.0711  -0.0205  -0.0678
O  0.0321  0.0084  0.0391
O  -0.0004  -0.0237  0.0967
O  -0.0305  -0.0416  -0.2432
O  0.0432  -0.0243  0.046
O  -0.0207  -0.0038  0.0693
O  -0.1149  -0.0866  0.049
O  -0.0347  0.0034  -0.0429
O  0.0004  0.0442  -0.0898
O  0.0516  -0.0582  0.0579
O  -0.0606  -0.0166  -0.0281
O  -0.008  -0.0174  -0.0814
O  -0.0401  -0.0419  0.034
O  0.0061  -0.0537  -0.0883
O  -0.0228  0.0262  0.0289
O  0.0467  -0.0376  -0.1497
O  0.0131  -0.0617  -0.0391
O  0.0181  0.0274  0.023
H  0.017  -0.0823  0.0766

The program warned: the cutoff lies below the one the program advises for these potential files; the exchange-correlation potential is rough where the density is thin.
